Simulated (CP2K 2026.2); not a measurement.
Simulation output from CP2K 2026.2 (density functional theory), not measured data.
Periodic cell of 509 atoms, Si352O157, from a study of silicon, its oxide and their interface. The atomic structure is a simulated model.
Doubt: the forces sum to 1.91 eV/angstrom along one axis rather than to zero, so they err by at least 0.0037 eV/angstrom per atom on average; the grid cutoff is modest.

Settings: functional PBE; method Gaussian and plane waves; basis set DZVP-MOLOPT-SR-GTH; pseudopotentials GTH-PBE; grid cutoff 350 Ry, relative cutoff 50 Ry; k points Gamma only; occupations fixed; spin none; net charge 0.

Cell vectors (angstrom)
a 15.3866 0 0
b 0 15.3866 0
c -0.9552 4.1836 37.8581

Atoms and the computed forces on them: element, x, y, z (angstrom), force x, y, z (eV/angstrom)
Si 14.448 18.671 31.735 -0.012 -0.086 0.03
Si 14.409 8.472 31.698 -0.06 -0.16 0.802
Si 14.315 11.614 31.803 0.169 0.149 0.72
Si 14.39 16.185 31.815 0.082 0.318 0.447
Si 2.944 3.748 31.904 -0.042 0.117 0.815
Si 2.921 8.276 31.65 -0.002 -0.23 0.825
Si 2.922 11.428 31.792 -0.078 0.151 0.822
Si 3.004 16.056 31.882 -0.139 -0.158 0.8
Si 6.706 4.482 31.958 0.088 0.372 0.473
Si 6.727 6.948 31.618 -0.077 -0.144 0.728
Si 6.632 12.322 31.515 0.132 -0.169 0.755
Si 6.754 15.491 31.749 0.062 0.56 0.102
Si 10.62 4.612 31.725 -0.007 -0.14 0.786
Si 10.486 7.761 31.634 0.043 0.183 0.716
Si 10.697 12.311 32.037 -0.263 -0.069 0.757
Si 10.693 15.374 31.951 -0.131 0.106 0.727
Si 0.921 3.992 33.057 0.021 0.063 -0.066
Si 0.964 8.02 32.974 -0.002 0.012 -0.035
Si 0.947 11.803 33.026 0.007 0.018 -0.05
Si 0.978 15.721 33.054 0.007 -0.029 -0.064
Si 4.817 4.118 33.267 0.001 0 0.018
Si 4.88 7.856 32.91 0.017 0.04 -0.023
Si 4.868 11.827 33.032 -0.032 -0.016 -0.018
Si 4.902 15.719 33.184 -0.056 -0.014 0.006
Si 8.721 4.208 33.111 -0.008 -0.007 -0.034
Si 8.547 7.865 32.938 -0.023 -0.003 -0.076
Si 8.57 11.898 32.927 0.011 -0.005 -0.081
Si 8.673 15.663 33.112 0.022 -0.008 0
Si 12.568 4.12 32.986 -0.012 0.053 -0.019
Si 12.459 8.069 32.963 -0.019 0.002 -0.021
Si 12.569 11.934 33.337 -0.032 0.001 0.007
Si 12.588 15.71 33.248 0 0.006 0.041
Si 0.931 6.039 34.301 0.03 -0.005 0.001
Si 0.976 9.895 34.419 0.002 -0.025 0.052
Si 1 13.753 34.37 0.008 -0.015 0.019
Si 0.988 17.56 34.527 -0.001 0.024 0.024
Si 4.767 6.095 34.488 -0.021 -0.011 -0.006
Si 4.936 9.831 34.31 -0.043 -0.005 0.022
Si 4.828 13.732 34.445 -0.042 0.019 0.036
Si 4.907 17.59 34.582 -0.015 -0.016 0.037
Si 8.674 6.094 34.489 -0.01 -0.011 0.043
Si 8.593 9.894 34.242 0.049 0.007 -0.003
Si 8.646 13.732 34.452 0.026 0.017 0.058
Si 8.706 17.624 34.42 0.003 -0.015 0.031
Si 12.584 6.102 34.325 -0.021 0 -0.002
Si 12.476 9.899 34.472 -0.01 0.001 0.028
Si 12.638 13.833 34.639 0 -0.008 0.044
Si 12.478 17.674 34.5 -0.014 0.005 -0.016
Si 14.457 6.088 35.75 -0.015 0.022 -0.004
Si 14.442 9.887 35.795 0.003 0.025 -0.016
Si -0.818 13.779 35.891 -0.007 0 0.009
Si 14.431 17.623 35.841 0.009 -0.017 -0.042
Si 2.82 6.068 35.766 -0.001 -0.008 0.018
Si 2.96 9.884 35.698 0.022 0.024 -0.03
Si 2.897 13.751 35.776 0.041 -0.006 0.013
Si 2.925 17.583 35.856 0.013 -0.015 0.012
Si 6.729 6.078 35.816 0.018 -0.005 -0.005
Si 6.779 9.889 35.752 -0.017 0.012 -0.005
Si 6.745 13.749 35.824 0.013 -0.005 -0.034
Si 6.835 17.615 35.867 -0.008 0.007 -0.012
Si 10.653 6.081 35.75 0.01 -0.031 -0.014
Si 10.505 9.896 35.719 -0.002 -0.004 0
Si 10.595 13.762 35.818 0.005 -0.024 -0.023
Si 10.576 17.62 35.842 -0.002 -0.021 0.019
Si -0.934 4.176 37.152 -0.004 0.026 0.015
Si -0.93 7.982 37.157 -0.001 -0.009 -0.001
Si -0.912 11.811 37.168 0 -0.007 0.006
Si -0.911 15.709 37.214 0.005 -0.007 0.023
Si 2.895 4.155 37.157 0 0.002 0.009
Si 2.886 7.996 37.121 0.009 -0.007 -0.015
Si 2.926 11.799 37.103 -0.003 0.005 0.005
Si 2.912 15.654 37.181 -0.009 -0.006 0.014
Si 6.767 4.164 37.188 -0.004 0.015 0.016
Si 6.763 7.997 37.159 -0.007 0.004 0.01
Si 6.757 11.807 37.142 0.007 -0.013 0.011
Si 6.778 15.671 37.189 0.006 0.008 0.003
Si 10.602 4.178 37.156 -0.01 -0.004 0.01
Si 10.592 7.996 37.123 -0.006 0.007 -0.015
Si 10.578 11.809 37.127 0.007 -0.001 0.004
Si 10.585 15.681 37.181 0.022 0 0.01
Si 1.947 15.311 11.531 -0.006 -0.017 -0.008
Si 1.935 3.8 11.515 -0.003 0.003 -0.013
Si 1.967 7.673 11.549 0.007 0.01 0
Si 1.965 11.475 11.541 -0.005 0.003 -0.005
Si 5.767 15.316 11.548 0.002 0.005 -0.004
Si 5.78 3.811 11.564 -0.014 -0.007 0.005
Si 5.792 7.622 11.59 0.006 0.002 0.003
Si 5.783 11.47 11.573 -0.005 -0.003 -0.007
Si 9.643 15.334 11.561 -0.004 -0.001 0
Si 9.648 3.801 11.563 -0.005 -0.008 -0.006
Si 9.638 7.67 11.562 -0.005 0.01 -0.007
Si 9.655 11.487 11.573 -0.006 -0.009 -0.005
Si 13.47 15.35 11.558 -0.011 0.008 -0.008
Si 13.454 3.839 11.562 0.016 0.005 0.004
Si 13.493 7.665 11.553 0.004 -0.007 0
Si 13.471 11.508 11.558 0.004 -0.004 -0.007
Si 1.885 1.864 12.845 -0.007 0.01 0.006
Si 1.982 5.727 12.858 -0.016 -0.025 0.006
Si 1.974 9.583 12.94 -0.001 -0.003 0.019
Si 2 13.384 12.902 -0.008 0.015 -0.007
Si 5.745 1.866 12.878 -0.004 0.022 -0.006
Si 5.793 5.704 12.987 0.027 -0.004 -0.003
Si 5.797 9.546 12.944 0.02 0.006 0.001
Si 5.763 13.396 12.929 0 0.012 0.008
Si 9.658 1.871 12.923 -0.014 -0.004 0.016
Si 9.627 5.741 12.899 -0.002 0.004 0.007
Si 9.694 9.575 12.959 -0.02 -0.003 -0.001
Si 9.633 13.411 12.928 0 0.001 0.003
Si 13.406 1.908 12.9 0.003 -0.001 -0.014
Si 13.484 5.764 12.94 0.018 -0.016 0.007
Si 13.475 9.583 12.915 0.001 0.01 -0.016
Si 13.501 13.429 12.925 0.003 -0.001 0.019
Si -0.047 1.881 14.195 -0.027 -0.012 -0.039
Si 0.093 5.75 14.219 -0.021 0.018 -0.049
Si 0.012 9.613 14.248 -0.01 -0.001 -0.021
Si 0.089 13.397 14.238 0.016 0.005 -0.042
Si 3.785 1.852 14.197 0.012 -0.004 -0.054
Si 3.828 5.683 14.314 0.02 -0.005 -0.017
Si 3.89 9.544 14.339 -0.005 0.006 -0.054
Si 3.875 13.361 14.35 -0.025 -0.001 -0.021
Si 7.691 1.839 14.193 -0.013 -0.018 -0.071
Si 7.757 5.683 14.327 -0.04 -0.006 -0.029
Si 7.749 9.554 14.273 -0.001 0 -0.044
Si 7.684 13.389 14.269 0.034 -0.003 -0.022
Si 11.543 1.931 14.366 0.004 0.012 0.015
Si 11.517 5.837 14.271 0.039 -0.014 -0.032
Si 11.617 9.57 14.365 0.008 -0.005 -0.022
Si 11.565 13.458 14.275 -0.015 -0.019 -0.028
Si 0.01 15.342 15.535 -0.009 0.005 0.032
Si 0.046 3.806 15.529 -0.043 -0.006 0.003
Si 0.04 7.68 15.561 -0.021 0.004 0.019
Si 0.115 11.509 15.652 0.02 0.007 0.025
Si 3.789 15.35 15.595 -0.001 0.006 0.066
Si 3.736 3.722 15.623 -0.031 0.007 0.007
Si 3.814 7.586 15.692 0.013 0.014 0.048
Si 3.961 11.451 15.775 0.025 -0.019 0.061
Si 7.663 15.325 15.57 0.011 -0.017 0.038
Si 7.652 3.702 15.606 -0.008 0.017 0.075
Si 7.781 7.621 15.647 0 0.034 0.029
Si 7.737 11.488 15.645 0.018 -0.014 0.037
Si 11.563 15.343 15.695 -0.007 0.032 0.016
Si 11.598 3.965 15.638 0.42 -0.107 -0.408
Si 11.559 7.659 15.806 -0.013 0.061 0.058
Si 11.669 11.556 15.646 0.011 0.007 0
Si 1.862 15.653 16.925 0.078 -0.153 -0.766
Si 1.822 3.413 16.971 0.156 0.205 -0.674
Si 1.864 7.972 16.992 0.123 -0.246 -0.736
Si 2.011 11.13 17.029 0.034 0.223 -0.806
Si 5.724 15.646 16.852 -0.01 -0.156 -0.795
Si 5.698 3.357 16.785 -0.074 0.142 -0.778
Si 5.82 7.821 16.869 -0.083 -0.278 -0.771
Si 5.924 10.999 17.077 -0.097 0.468 -0.767
Si 9.559 15.602 16.902 0.083 -0.212 -0.805
Si 9.19 3.33 17.338 -0.353 0.145 -0.484
Si 9.592 8.105 17.104 0.136 -0.527 -0.751
Si 9.713 11.304 16.88 0.022 0.299 -0.789
Si 13.553 15.008 16.926 -0.156 0.165 -0.778
Si 13.56 4.245 16.82 -0.002 -0.072 -0.731
Si 13.593 7.352 16.972 -0.122 0.173 -0.764
Si 13.604 11.864 16.972 -0.019 -0.185 -0.789
Si 0.569 16.889 20.827 -0.009 -0.031 -0.008
Si 11.782 2.652 21.281 -0.023 0.015 -0.034
Si 12.8 6.623 24.817 -0.046 -0.136 0.079
Si 0.652 10.303 23.798 -0.016 0.009 0.002
Si 9.831 13.469 19.162 -0.007 -0.049 -0.092
Si 9.066 8.671 19.955 -0.014 -0.094 -0.087
Si 8.307 6.419 21.971 -0.034 0.026 -0.115
Si 5.036 14.591 19.66 -0.077 0.016 -0.165
Si 5.285 5.588 18.88 0.002 0.034 -0.208
Si 7.401 13.132 21.197 0.089 -0.022 -0.256
Si 8.922 3.731 20.437 0.031 -0.122 -0.132
Si 7.56 17.774 22.707 0.034 -0.026 -0.127
Si 13.673 17.371 19.023 0.043 -0.028 -0.177
Si 6.483 10.543 19.958 0.04 0.078 -0.112
Si 13.992 9.614 19.196 -0.003 0.008 -0.193
Si 2.108 5.695 19.054 -0.135 0.021 -0.112
Si 0.864 6.283 21.885 0.054 0.009 -0.09
Si 11.4 9.307 24.016 0.01 0.07 0.067
Si 0.097 6.568 26.407 -0.12 -0.025 0.018
Si 2.169 13.428 19.195 -0.007 0.079 -0.238
Si 8.932 4.724 24.314 -0.136 0.081 0.001
Si 3.025 11.913 24.727 0.126 -0.046 -0.129
Si 10.678 10.27 29.73 -0.149 -0.144 0.061
Si -0.138 13.899 21.249 0.035 0.009 -0.049
Si 5.336 6.108 21.756 0.029 0.081 -0.048
Si 8.166 4.577 27.066 -0.079 0.047 0
Si 4.528 9.198 24.431 -0.02 -0.065 -0.072
Si 3.455 16.515 21.205 0.105 0.059 0.074
Si 12.004 15.491 25.91 -0.072 0.028 0.047
Si 11.42 15.419 22.952 -0.062 0.021 -0.103
Si 11.566 10.179 21.02 0.034 0.046 -0.248
Si 12.316 13.249 20.857 -0.055 0.007 -0.107
Si 1.43 4.431 27.696 -0.005 -0.086 0.148
Si 12.146 8.857 27.751 0.001 0.044 0.069
Si 9.507 9.356 26.173 -0.005 0.077 0.068
Si 6.504 8.819 26.788 -0.037 0.133 0.065
Si 2.479 13.797 29.906 0.044 -0.04 0.208
Si 0.938 9.27 21.101 0.113 -0.052 -0.113
Si 4.163 8.969 21.391 -0.034 -0.001 -0.079
Si 14.039 13.418 26.69 0.052 0.098 0.094
Si 3.332 14.53 23.627 -0.002 0.024 -0.08
Si 2.108 7.528 24.387 -0.067 -0.137 -0.097
Si 13.818 4.45 22.922 0.068 -0.013 -0.038
Si 9.08 14.748 26.503 -0.019 -0.105 -0.036
Si 10.99 4.883 26.349 -0.168 -0.003 0.1
Si 3.239 5.946 29.589 0.034 0.104 0.191
Si 13.479 10.511 25.65 -0.035 0.106 0.022
Si 12.314 17.891 27.675 -0.079 -0.068 0.243
Si 2.818 18.082 25.566 -0.006 0.036 -0.084
Si 14.489 3.807 29.453 0.059 -0.082 0.642
Si -0.645 13.916 29.784 -0.194 0.075 0.074
Si 7.056 17.303 30.172 -0.155 -0.439 0.618
Si 9.005 11.915 27.606 0.092 -0.065 0.188
Si 0.285 14.595 24.211 -0.021 0.027 -0.115
Si 7.136 16.968 27.31 -0.088 0.077 0.039
Si 4.562 3.423 23.053 -0.011 0.007 -0.096
Si 6.189 6.438 28.657 0.057 0.164 0.188
Si 8.378 14.801 23.546 0.045 0.113 0.009
Si 14.044 6.91 28.96 0.012 0.008 0.133
Si 4.738 15.824 25.913 0.077 0.021 0.04
Si 10.246 17.582 29.831 -0.024 0.013 0.165
Si 3.918 13.314 27.364 0.146 -0.063 0.067
Si 6.179 11.443 28.504 0.079 -0.001 0.243
Si 0.199 17.59 23.788 -0.003 -0.031 -0.07
Si 1.937 15.359 0.668 0.002 -0.003 0.003
Si 1.945 3.815 0.661 -0.012 0.006 0.001
Si 1.972 7.619 0.651 -0.01 0 -0.01
Si 1.962 11.51 0.703 -0.005 0.019 0.004
Si 5.779 15.356 0.661 0.002 -0.009 0.005
Si 5.772 3.804 0.635 0.008 -0.007 0.001
Si 5.785 7.633 0.64 0.004 0.011 -0.002
Si 5.796 11.49 0.671 -0.006 0.013 0.005
Si 9.646 15.378 0.679 0.001 -0.004 0.005
Si 9.641 3.798 0.657 -0.006 -0.022 0.003
Si 9.631 7.64 0.655 -0.016 0.007 -0.01
Si 9.639 11.492 0.699 -0.011 -0.006 -0.003
Si 13.483 15.361 0.656 -0.003 -0.011 0.004
Si 13.471 3.816 0.64 0.014 -0.004 -0.002
Si 13.473 7.637 0.632 0.001 -0.008 0.001
Si 13.478 11.491 0.671 -0.004 -0.013 0
Si 1.947 1.893 2.027 0.016 0.001 -0.001
Si 1.949 5.722 2.037 0.004 0 0.009
Si 1.952 9.554 2.015 -0.011 -0.001 -0.004
Si 1.95 13.44 2.042 0.014 -0.01 0.008
Si 5.785 1.891 2.019 0.006 0.002 0.004
Si 5.78 5.719 2.013 -0.009 0 -0.002
Si 5.792 9.557 2.014 0.015 -0.005 0.001
Si 5.784 13.426 2.02 -0.013 -0.003 0.007
Si 9.637 1.898 2.045 0.001 0.001 0.008
Si 9.639 5.721 2.019 0.008 0.001 -0.003
Si 9.637 9.557 2.031 0.007 -0.001 0.009
Si 9.639 13.437 2.026 -0.003 -0.001 0.002
Si 13.474 1.896 2.017 -0.018 0.003 0.001
Si 13.481 5.729 2.015 0.012 -0.001 0.005
Si 13.476 9.557 2.011 -0.012 0.002 0.004
Si 13.482 13.429 2.018 0 0 -0.001
Si 0.015 1.89 3.379 0.003 0.006 -0.006
Si 0.015 5.728 3.383 0.005 0.004 0.003
Si 0.02 9.56 3.368 0 -0.018 -0.001
Si 0.016 13.424 3.386 0.01 -0.004 -0.007
Si 3.868 1.885 3.391 0.001 -0.001 0.006
Si 3.871 5.721 3.394 -0.006 -0.003 0.001
Si 3.871 9.565 3.382 0.005 0.005 -0.005
Si 3.872 13.429 3.397 -0.009 0.014 0.007
Si 7.704 1.888 3.388 0.007 -0.002 0
Si 7.71 5.721 3.373 0 -0.008 -0.001
Si 7.71 9.562 3.383 0.002 0 -0.003
Si 7.711 13.427 3.38 0.005 0.008 -0.002
Si 11.563 1.889 3.396 -0.007 -0.003 0.005
Si 11.56 5.727 3.384 0.002 0.001 0.001
Si 11.561 9.565 3.386 -0.007 -0.01 0.002
Si 11.561 13.427 3.386 -0.001 -0.002 0.001
Si 0.016 15.351 4.743 -0.006 0.001 -0.006
Si 0.016 3.807 4.748 0.001 0.005 -0.001
Si 0.018 7.65 4.744 -0.005 -0.006 0.001
Si 0.02 11.488 4.732 -0.004 -0.003 -0.004
Si 3.87 15.35 4.758 0.013 -0.003 0.001
Si 3.869 3.802 4.758 0.006 0.006 0
Si 3.87 7.648 4.751 -0.001 -0.01 -0.001
Si 3.869 11.493 4.742 0 0.011 -0.005
Si 7.71 15.347 4.745 -0.008 0.007 -0.002
Si 7.71 3.808 4.75 -0.005 -0.003 0
Si 7.712 7.641 4.742 0.002 0.003 -0.005
Si 7.714 11.495 4.735 -0.003 -0.003 -0.007
Si 11.559 15.347 4.753 0.002 0.008 -0.002
Si 11.56 3.81 4.756 0.004 -0.005 0.002
Si 11.559 7.647 4.75 0.006 0.004 0.001
Si 11.559 11.496 4.74 0.002 -0.011 -0.005
Si 1.938 15.346 6.11 0.006 0.003 0.005
Si 1.939 3.804 6.111 0.005 -0.004 0.003
Si 1.942 7.649 6.106 -0.006 0.007 0.003
Si 1.942 11.491 6.099 0 -0.008 0.003
Si 5.795 15.342 6.115 0.004 0.002 0.008
Si 5.793 3.804 6.118 0 -0.003 0.004
Si 5.796 7.644 6.11 0.001 0.003 0.001
Si 5.795 11.495 6.101 0 -0.003 0.001
Si 9.631 15.347 6.111 -0.004 -0.009 0.004
Si 9.633 3.804 6.114 0.001 0.006 0.003
Si 9.632 7.65 6.108 0 -0.007 0.001
Si 9.634 11.493 6.103 -0.004 0.005 0.002
Si 13.484 15.346 6.11 0.001 -0.005 0.003
Si 13.483 3.806 6.117 0.005 0.006 0.005
Si 13.483 7.652 6.107 -0.002 -0.002 0.004
Si 13.485 11.492 6.098 -0.004 0.001 0.001
Si 1.937 1.882 7.476 0.002 0.013 -0.002
Si 1.94 5.729 7.471 0 0.001 0
Si 1.946 9.572 7.469 0.004 -0.008 0
Si 1.937 13.413 7.463 0 0.003 0
Si 5.798 1.878 7.474 0 0.005 0.002
Si 5.796 5.727 7.479 -0.002 0.001 0.003
Si 5.801 9.572 7.462 0.002 0.007 -0.005
Si 5.798 13.413 7.47 -0.003 0.005 0
Si 9.632 1.881 7.479 -0.002 -0.001 0.001
Si 9.63 5.73 7.472 0.001 0.002 0.001
Si 9.634 9.572 7.474 -0.002 -0.007 -0.001
Si 9.629 13.416 7.465 0.006 -0.001 0.001
Si 13.481 1.88 7.475 -0.003 -0.008 0.001
Si 13.483 5.734 7.472 0 0.005 0.005
Si 13.484 9.575 7.469 -0.002 -0.01 0.001
Si 13.484 13.414 7.46 0.001 -0.006 -0.002
Si 0.014 1.88 8.841 0.007 0 0
Si 0.017 5.737 8.833 -0.004 -0.001 -0.005
Si 0.022 9.578 8.83 -0.001 0.003 0
Si 0.013 13.412 8.83 -0.015 -0.003 -0.002
Si 3.871 1.877 8.824 0.01 -0.004 -0.006
Si 3.866 5.729 8.828 -0.004 -0.002 -0.005
Si 3.881 9.563 8.821 0.005 0.007 -0.008
Si 3.867 13.404 8.816 0 -0.002 -0.003
Si 7.711 1.877 8.849 -0.009 0.004 0
Si 7.717 5.728 8.848 0.002 0.002 0.001
Si 7.711 9.573 8.841 -0.021 -0.003 -0.003
Si 7.716 13.409 8.846 -0.004 -0.002 0.004
Si 11.558 1.879 8.839 0.01 0.003 -0.001
Si 11.554 5.737 8.826 0.01 -0.003 -0.006
Si 11.561 9.574 8.832 0.002 0.005 -0.001
Si 11.557 13.416 8.816 0.003 -0.003 -0.006
Si 0.009 15.332 10.193 0.013 0.012 0.003
Si -0.005 3.816 10.191 0.009 -0.001 -0.004
Si 0.032 7.661 10.197 0.006 -0.001 -0.002
Si 0.019 11.494 10.203 -0.001 -0.01 0.001
Si 3.863 15.328 10.168 -0.004 0.017 0.004
Si 3.87 3.804 10.179 -0.002 0.001 0.004
Si 3.887 7.648 10.194 -0.007 0.003 0.007
Si 3.881 11.481 10.18 -0.006 -0.004 -0.003
Si 7.71 15.334 10.207 0.01 0.003 0.003
Si 7.713 3.804 10.212 0.011 0.002 0.001
Si 7.709 7.654 10.211 0.01 0.012 -0.006
Si 7.718 11.486 10.22 0.007 -0.003 -0.001
Si 11.556 15.328 10.186 0.003 -0.007 0.002
Si 11.551 3.817 10.183 0.003 -0.008 0.002
Si 11.562 7.652 10.198 -0.006 -0.006 0.002
Si 11.559 11.503 10.186 -0.002 -0.004 0
O 10.517 4.156 16.889 0.054 0.579 0.367
O -0.304 2.313 19.748 0.199 0.514 -0.212
O 1.751 14.658 18.215 -0.029 0.097 0.463
O 1.842 17.221 17.432 0.224 0.097 0.464
O 1.605 4.354 18.294 -0.466 -0.272 0.471
O 10.473 3.457 20.805 0.23 0.298 -0.045
O 3.693 5.719 18.855 0.13 0.175 -0.216
O 0.136 9.665 19.742 0.293 0.255 -0.299
O 2.026 12.032 18.387 -0.241 -0.063 0.632
O 5.76 17.206 17.344 -0.003 0.128 0.503
O 5.916 6.925 18.232 0.422 0.075 0.327
O 5.655 14.695 18.17 0.189 -0.445 0.066
O 5.767 4.284 18.104 0.369 0.043 0.431
O 5.807 9.386 17.306 -0.105 -0.076 0.245
O 6.176 11.472 18.634 0.199 0.402 0.459
O 8.735 3.738 18.831 -0.147 0.068 0.23
O 9.581 17.147 17.406 0.04 -0.082 0.413
O 4.359 7.352 21.395 -0.523 -0.268 -0.18
O 8.896 7.757 21.287 -0.028 -0.021 0.407
O 13.665 10.934 18.31 -0.314 -0.12 0.376
O 9.662 9.726 17.257 -0.105 0.025 0.284
O 9.734 12.118 18.285 -0.198 -0.205 0.504
O 13.39 3.23 18.063 -0.13 -0.059 0.133
O 0.606 3.6 28.829 0.497 -0.228 0.138
O 13.646 5.773 17.434 0.39 -0.026 0.489
O 13.759 8.29 18.293 -0.133 -0.132 0.439
O 12.608 7.507 28.508 -0.335 -0.275 -0.261
O 1.485 7.112 25.805 0.336 0.216 0.292
O 0.306 4.986 26.67 -0.422 -0.313 -0.56
O 4.629 16.08 20.182 0.179 0.395 -0.423
O 9.377 10.964 26.355 0.09 0.196 -0.385
O 13.799 11.835 26.499 -0.109 -0.253 0.127
O 14.552 13.766 28.189 0.188 0.121 -0.171
O 13.287 9.282 26.692 0.311 -0.308 0.118
O 2.096 16.698 20.348 0.112 -0.032 -0.7
O 12.249 15.524 24.325 0.464 0.025 -0.027
O 6.739 6.624 22.382 -0.082 0.333 0.356
O 1.581 7.052 18.326 -0.158 0.294 0.143
O 8.792 13.363 20.389 0.222 0.118 0.493
O 6.183 14.008 20.611 -0.136 -0.012 0.069
O 11.37 13.728 19.622 0.398 0.044 -0.144
O 12.443 17.243 20.044 -0.312 -0.284 0.099
O 8.508 5.197 20.945 0.125 0.283 -0.244
O 5.967 7.443 27.423 -0.241 0.03 -0.274
O 10.292 9.722 20.131 -0.074 0.408 -0.12
O 12.839 5.444 23.725 -0.615 -0.078 0.1
O 2.77 13.854 28.343 -0.265 0.202 -0.414
O 13.489 18.118 28.757 -0.162 -0.241 -0.099
O 11.348 16.907 22.341 -0.46 0.224 0.304
O 7.206 5.28 28.154 0.16 -0.338 0.117
O 9.528 11.087 28.915 -0.317 -0.24 0.176
O 10.42 15.564 26.158 -0.041 0.31 0.025
O 3.714 13.642 19.644 -0.043 -0.56 0.07
O -0.05 13.717 22.87 -0.362 -0.285 0.186
O 9.379 7.678 18.68 -0.204 -0.312 0.239
O 1.798 6.431 23.222 0.443 -0.596 0.132
O 3.603 12.922 23.577 0.168 -0.032 -0.469
O 11.991 10.057 28.822 0.661 0.242 0.083
O 7.935 18.358 27.08 0.474 0.064 -0.116
O 3.119 12.693 26.124 -0.584 0.277 -0.008
O 7.687 9.488 19.697 -0.007 -0.104 -0.028
O 9.4 14.715 18.246 -0.433 0.132 0.222
O 13.926 13.187 20.62 0.148 -0.158 -0.517
O 3.426 16.723 26.19 -0.163 0.021 0.575
O 9.729 4.967 27.384 0.179 0.354 0.471
O 2.585 9.267 21.041 0.034 -0.064 -0.246
O 13.935 5.312 29.158 -0.196 0 0.138
O 12.323 7.998 24.158 0.095 -0.078 -0.097
O 4.832 14.566 26.916 0.402 0.098 0.158
O 8.653 17.394 29.862 0.075 0.133 0.129
O 10.908 17.482 28.371 -0.251 0.01 -0.147
O 14.341 10.059 31.259 -0.021 -0.13 -0.132
O 3.813 10.538 24.96 0.071 0.058 0.672
O 4.836 12.233 28.12 -0.107 0.125 0.275
O 1.897 14.737 24.361 -0.064 0.248 0.423
O 8.152 15.712 27.404 0.03 -0.224 0.493
O 3.896 3.323 24.526 0.385 0.076 0.303
O 6.418 11.471 30.121 -0.019 -0.625 0.07
O 7.973 2.604 21.144 -0.238 -0.476 -0.422
O 10.37 4.363 24.948 0.476 -0.233 -0.244
O 3 4.785 30.671 -0.249 -0.109 -0.188
O 14.46 3.356 23.947 -0.307 -0.101 0.337
O 14.506 7.579 30.345 0.373 -0.253 -0.2
O 1.481 8.945 23.985 0.016 0.089 -0.015
O 2.196 5.679 28.394 -0.217 0.614 -0.301
O -0.251 7.265 27.823 0.204 0.444 0.015
O 4.559 15.257 24.404 0.433 0.067 -0.344
O 10.622 6.174 31.169 0.002 0.006 -0.193
O 12.606 14.125 26.502 -0.509 -0.302 0.015
O 4.585 5 22.664 -0.488 0.131 0.396
O -0.333 16.094 24.089 -0.722 -0.132 0.272
O 14.192 15.33 30.391 -0.262 0.091 -0.107
O 11.744 11.775 21.189 0.01 -0.074 0.42
O 7.654 13.617 22.717 -0.442 -0.256 0.15
O 10.619 3.656 30.409 -0.064 0.107 -0.364
O 2.955 7.394 30.267 -0.096 0.08 -0.53
O 6.959 11.573 21.123 0.237 -0.269 0.5
O 11.125 11.243 30.903 0.295 -0.078 0.008
O 9.067 6.015 23.346 0.396 0.223 0.084
O 8.51 3.389 23.536 0.309 -0.201 0.156
O 2.954 9.873 31.245 0.197 -0.023 -0.305
O 3.197 15.055 30.612 0.311 0.051 -0.418
O 3.023 17.601 31.317 0.114 -0.03 -0.48
O 6.676 13.933 31.133 -0.207 0.216 -0.567
O 7.733 16.24 23.171 -0.44 -0.039 -0.103
O 3.737 2.509 21.991 -0.515 0.297 -0.038
O 9.547 13.41 27.304 0.491 0.13 0.213
O 0.911 13.896 30.176 0.097 0.121 0.173
O 6.592 18.771 30.715 -0.388 0.155 -0.334
O 6.345 17.055 28.729 -0.471 -0.28 -0.076
O 10.891 16.39 30.7 0.364 -0.045 -0.387
O 14.092 12.635 30.541 -0.274 -0.107 -0.234
O 10.669 8.709 27.103 -0.039 -0.276 -0.168
O 0.656 17.667 22.237 0.023 0.472 0.092
O 3.687 7.814 24.598 0.222 -0.444 0.269
O 3.241 15.238 22.187 -0.195 -0.207 -0.168
O 1.963 9.544 17.465 -0.135 -0.059 0.092
O 6.053 2.834 23.029 0.086 -0.271 0.308
O 6.107 9.955 27.878 -0.073 -0.302 0.1
O 1.438 17.872 24.769 -0.211 0.008 0.263
O -0.312 13.919 25.55 0.347 0.095 0.029
O 3.018 12.393 30.485 0.074 -0.015 -0.337
O 1.669 5.666 20.609 0.253 -0.14 0.169
O 12.935 9.569 20.413 -0.011 -0.218 0.379
O 10.694 13.826 31.391 -0.194 -0.109 -0.594
O 7.426 12.166 27.791 -0.136 0.346 -0.412
O 12.17 14.337 22.033 0.373 -0.097 0.132
O 9.938 14.853 23.169 -0.003 -0.099 -0.306
O 0.402 7.783 21.486 -0.502 -0.151 -0.207
O 13.598 13.444 17.436 -0.242 0.14 0.422
O 11.772 6.263 26.021 -0.197 0.512 0.334
O -0.21 15.49 20.994 -0.204 0.067 0.119
O 13.739 15.974 18.219 -0.028 -0.25 0.477
O 5.761 5.381 20.385 0.308 -0.368 0.135
O 4.757 5.816 29.06 0.033 -0.421 -0.005
O 8.268 14.442 25.125 -0.511 -0.363 0.133
O 12.73 16.734 26.639 0.671 -0.159 -0.144
O 5.867 9.052 25.317 0.133 -0.187 -0.129
O 6.77 7.21 29.977 0.194 0.478 -0.395
O 14.665 10.209 24.61 0.038 -0.053 0.016
O 0.443 10.378 22.193 -0.082 0.642 -0.281
O 12.116 3.883 26.879 0.518 0.308 -0.039
O 6.077 16.714 26.107 0.221 0.451 -0.32
O 12.898 3.675 21.846 -0.019 0.304 -0.386
O 10.264 8.815 30.37 -0.314 0.07 -0.306
O 14.31 6.81 25.345 0.288 0.326 -0.489
O -0.396 5.321 22.204 0.006 0.023 -0.327
O 12.103 10.564 24.788 -0.166 0.552 0.065
O 8.102 8.695 26.587 0.176 -0.454 -0.003
O 4.69 9.463 22.843 0.421 0.258 0.132
O 9.922 9.072 24.639 -0.547 -0.38 -0.475
O 7.901 5.069 25.533 -0.459 0.122 -0.232
O 1.492 11.561 24.357 -0.154 0.539 0.151
O 1.181 13.347 20.477 0.169 -0.156 0.429
O 11.265 9.593 22.467 -0.334 -0.274 0.003
O 2.528 3.611 26.861 0.384 0.02 0.188
O 5.124 9.732 20.336 -0.182 0.092 -0.283

Results
total energy: -106494.010 eV
total energy less fixed offsets of O -438.35, Si -107.03 eV per atom: 1.500 eV
